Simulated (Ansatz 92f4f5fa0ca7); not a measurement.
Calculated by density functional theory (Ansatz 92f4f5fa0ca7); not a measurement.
Periodic cell of 226 atoms, Si133O92As1, from a study of silicon, its oxide and their interface. The atomic structure is a simulated model.
Doubt: the cutoff is far below the 930 eV that the study's wrapper takes by default for these files, so forces and energies are approximate.
This geometry differs little from another in the collection (a relaxation step or a small displacement).

Settings: functional PBE; potential files Ansatz PAW; basis plane waves; wave-function cutoff 580 eV; density cutoff ratio 5; exchange-correlation grid ratio 1; k mesh 1 x 1 x 1, Gamma-centred; self-consistency stop 5e-08 eV per atom in the density residual; occupations fixed; spin none; net charge +1 e, with a uniform compensating background and no finite-size correction.

Cell vectors (angstrom)
a 10.938 0 0
b 0 10.938 0
c 0 0 31.9494

Atoms: element, x, y, z (angstrom)
Si 10.6257 -0.0005 24.4143
Si 5.0757 0.1203 24.6616
Si 2.8214 2.2894 24.5267
Si 8.5692 2.4365 24.5597
Si 10.7081 5.585 24.3313
Si 5.1568 5.6133 24.4448
Si 2.9877 7.9556 24.4028
Si 8.4162 7.8285 24.4132
Si 1.292 1.1277 25.838
Si 6.8146 1.3269 25.7349
Si 3.9838 4.0086 25.7265
Si 9.6884 4.0206 25.8505
Si 1.3369 6.7945 25.6649
Si 6.8025 6.7202 25.7484
Si 3.9986 9.4659 25.9576
Si 9.4812 9.4388 25.7981
Si 2.6318 -0.1365 27.2906
Si 8.1382 -0.0688 27.1395
Si 0.0782 2.6509 27.2084
Si 5.4499 2.7188 27.1054
Si 2.6643 5.415 27.1026
Si 8.1897 5.366 27.1301
Si 0.0097 8.1504 27.1274
Si 5.5102 8.1388 27.1787
Si 4.0853 1.3259 28.4914
Si 9.5426 1.313 28.5007
Si 1.3889 4.0651 28.5608
Si 6.8054 4.0574 28.5192
Si 4.0787 6.7731 28.4831
Si 9.5567 6.7774 28.4768
Si 1.287 9.4757 28.6292
Si 6.8229 9.5356 28.5592
Si -0.0467 -0.0225 29.9293
Si 5.4503 -0.0142 29.8925
Si 2.7714 2.7141 29.8959
Si 8.1843 2.6997 29.8703
Si -0.018 5.4374 29.8854
Si 5.4533 5.4445 29.8835
Si 2.7358 8.1404 29.9057
Si 8.2215 8.1723 29.8759
Si 1.3672 1.3738 31.2465
Si 6.8206 1.3665 31.2575
Si 4.1143 4.0825 31.2753
Si 9.5447 4.0807 31.2466
Si 1.3547 6.8058 31.2679
Si 6.8254 6.8406 31.2382
Si 4.0854 9.5595 31.2564
Si 9.546 9.5436 31.2857
Si 2.741 0.0217 0.671
Si 8.1957 0.0141 0.6688
Si 0.0072 2.7511 0.6735
Si 5.4849 2.7474 0.707
Si 2.7375 5.4599 0.6752
Si 8.2011 5.4885 0.658
Si 0.0153 8.211 0.6965
Si 5.4778 8.2248 0.6808
Si 4.1008 1.3874 2.0667
Si 9.5913 1.3648 2.0277
Si 1.3598 4.1391 2.0546
Si 6.8422 4.1588 2.0474
Si 4.095 6.8499 2.029
Si 9.5754 6.8442 2.0498
Si 1.3724 9.6229 2.0471
Si 6.8266 9.6368 2.0464
Si 0.0423 0.0566 3.4571
Si 5.4791 0.0483 3.46
Si 2.7176 2.7768 3.4066
Si 8.254 2.7862 3.3378
Si 0.0078 5.508 3.4615
Si 5.4706 5.5347 3.4263
Si 2.7491 8.2621 3.3798
Si 8.2273 8.2767 3.3654
Si 1.3683 1.4719 4.85
Si 6.9066 1.4878 4.7274
Si 4.0635 4.1604 4.7574
Si 9.6008 4.075 4.7853
Si 1.405 6.9353 4.7858
Si 6.8265 7.0065 4.7315
Si 4.1021 9.5698 4.7955
Si 9.5797 9.6263 4.7819
Si 2.7759 0.0597 6.1169
Si 8.2874 0.1347 6.1045
Si 0.017 2.8094 6.3198
Si 5.5146 2.8483 6.0798
Si 2.7631 5.5974 6.1529
Si 8.2312 5.5897 5.9337
As 0.0503 8.316 6.3497
Si 5.5014 8.3129 6.2398
Si 4.4236 1.2001 7.3399
Si 9.8035 1.1647 7.6279
Si 1.185 4.5115 7.5116
Si 6.6407 4.5468 7.2626
Si 4.3299 6.7164 7.5545
Si 9.6801 6.5588 7.509
Si 1.3412 10.0335 7.7375
Si 6.7158 9.9806 7.4267
O 9.5843 1.2383 23.9834
O 4.1038 6.8036 23.9481
O 4.012 1.2352 24.0313
O 9.535 6.6971 23.9006
O -0.0141 5.5854 8.0043
O 5.5646 0.1397 7.9228
O 0.0638 0.0782 8.1466
O 5.541 5.625 7.8907
O 7.6338 3.981 8.4293
O 8.7371 7.0896 8.7448
O 2.1816 9.4604 9.0438
O 8.8881 1.6847 8.9232
O 7.6328 9.4983 8.711
O 3.5706 1.8289 8.5886
O 3.5717 7.232 8.9468
O 2.0627 4.028 8.8249
O 8.1382 3.4952 23.3656
O 0.4518 4.9301 22.9542
O 1.8977 2.7405 23.2462
O 5.8319 4.9094 23.1159
O 5.5252 9.9746 23.5134
O 2.4474 8.6964 23.0245
O 0.1918 10.0643 23.088
O 7.7863 8.5704 23.0742
Si 8.6624 7.695 18.4444
Si 8.7895 6.3607 13.6408
Si 3.7962 1.5409 14.7504
Si 2.1416 5.7491 17.6343
Si 2.4181 3.1415 19.4909
Si 9.819 9.0377 12.0974
Si 1.3334 9.4213 22.0742
Si 9.1765 0.9682 13.2071
Si 1.4249 5.0552 13.0401
Si 1.7959 8.2569 12.8384
Si 6.6478 9.5481 22.4261
Si 4.5308 4.6031 15.7189
Si 8.2169 3.0323 9.598
Si 0.8436 8.2451 19.2642
Si 6.9502 1.3466 21.0933
Si 8.2335 8.3444 9.6933
Si 10.8916 5.2057 15.6183
Si 7.5735 9.5006 16.3266
Si 9.9315 2.0534 20.2996
Si 3.2272 8.5095 9.9414
Si 6.6983 3.3424 17.4097
Si 1.1682 0.2092 19.802
Si 3.2346 2.8152 12.315
Si 7.2222 5.389 19.6828
Si 5.7543 8.6776 11.5636
Si 5.7866 6.0748 13.2122
Si 4.6376 9.7024 17.6316
Si 1.0214 3.5952 22.171
Si 4.899 1.4822 18.8023
Si 3.1902 3.0902 9.5351
Si 6.4565 10.8269 13.8057
Si 10.3535 0.1191 15.9799
Si 5.6591 3.6643 11.1633
Si 9.85 3.9025 11.9188
Si 2.3461 9.9248 15.5615
Si 6.0785 8.1145 19.8021
Si 6.9362 3.9708 22.3713
Si 9.7544 2.7776 17.3704
O 7.1987 6.3804 13.9772
O 1.8859 7.0578 18.6819
O 10.2849 4.0423 16.5343
O 6.1683 9.9586 17.0562
O 10.1535 0.7003 14.4711
O 8.4491 6.112 18.8556
O 5.1736 0.691 14.439
O 5.716 2.0526 17.5192
O 8.3489 1.9367 20.5602
O 1.9939 4.298 18.4034
O 6.9618 2.8153 10.6329
O 4.87 2.7069 12.2162
O 6.0355 4.3911 16.3462
O 4.5667 3.9165 9.9318
O 10.689 2.7698 21.559
O 9.7306 6.1646 14.9691
O 6.0105 6.4791 19.8408
O 4.0837 0.1673 18.285
O 9.2598 10.5593 12.2738
O 2.8569 4.3601 12.7122
O 1.9129 10.7054 21.2118
O 3.996 2.7205 19.385
O 0.7316 10.0414 15.9672
O 1.2794 9.802 18.8372
O 1.7125 1.664 19.2717
O 8.9428 10.3952 16.5036
O 4.8768 8.5763 18.7941
O 9.587 8.7598 10.4949
O 6.7519 4.0791 18.858
O 2.845 1.7152 13.4168
O 5.8262 8.764 21.267
O 2.5399 2.4507 10.886
O 7.6217 4.8465 21.1723
O 5.2139 7.4819 12.5587
O 0.4369 9.0708 12.509
O 7.5842 1.0651 13.5792
O 7.1167 9.6387 14.7501
O 8.9785 5.0361 12.6962
O 8.0984 8.0379 16.9144
O 6.2144 2.5712 21.9052
O 2.4644 9.0709 14.1197
O 0.4315 4.4952 11.868
O 0.817 8.3151 20.9369
O 9.4019 3.8348 10.3538
O 9.6593 2.387 12.5321
O 7.6232 8.5575 19.3973
O 2.5499 8.1771 11.3787
O 3.9774 3.0634 15.3781
O 0.8305 4.4852 14.4437
O 10.0484 2.9967 18.962
O 9.1425 7.8062 12.945
O 10.515 0.534 20.0776
O 6.0271 5.0511 11.9342
O 8.1559 2.7379 17.0117
O 3.5409 5.4832 16.7344
O 4.6763 9.1345 10.3905
O 1.5378 6.6763 13.1877
O 4.7607 5.4913 14.3481
O 2.0492 3.8515 20.9227
O 10.5572 1.4165 16.9492
O 0.9559 6.0732 16.554
O 7.3279 10.9495 21.945
O 5.9345 0.9099 19.9164
O 6.0742 10.0374 12.4124
O 2.849 0.5474 15.6157
O 7.0546 8.0238 10.777
O 10.2476 8.0139 18.6911
O 3.4491 9.1947 16.5838

Results
free energy: -141734.308 eV
free energy less fixed offsets of As -4856.12, O -568.88, Si -635.61 eV per atom: -5.098 eV

Forces (eV/angstrom), in the order of the atoms: element, x, y, z
Si 0.0027 -0.0014 -0.0128
Si -0.0003 0 -0.0082
Si -0.0023 0.0018 -0.0121
Si -0.0015 -0.0003 -0.0111
Si -0.0024 -0.0024 -0.0122
Si 0.0001 -0.002 -0.0122
Si 0.0002 0.0014 -0.0129
Si -0.0006 -0.0001 -0.0109
Si -0.0003 -0.0003 0.0068
Si 0.0032 0.0003 0.0034
Si -0.0005 0.0016 0.0035
Si 0.0023 0.0036 0.0053
Si 0.0025 0.0009 0.0037
Si 0.0008 0.0016 0.0062
Si 0 -0.0021 0.0057
Si 0.001 0.0013 0.0036
Si -0.0042 -0.0018 0.0032
Si -0.0074 -0.0042 0
Si 0.0029 0.0007 0.0023
Si 0.0024 0.002 -0.0026
Si -0.0025 -0.0057 -0.0028
Si -0.0022 -0.0025 -0.0032
Si -0.0029 -0.0016 -0.0033
Si 0.0018 -0.0003 0.0005
Si -0.0037 -0.0035 0.0032
Si 0.002 0.0044 0.0029
Si -0.0078 0.0028 -0.0068
Si -0.0009 -0.0001 -0.0025
Si 0.0001 0.0076 0.0043
Si -0.002 0.003 0.0052
Si 0.0081 0.0063 -0.0135
Si -0.0007 0.0026 -0.0076
Si -0.0024 0.0071 0.004
Si -0.0001 0 0.0018
Si 0.0021 -0.0069 0.0016
Si 0.0054 -0.0024 0.0013
Si 0.0025 -0.0013 0.0015
Si 0.0007 0.0026 0.0007
Si 0.0066 -0.0083 0.004
Si 0.0013 -0.0056 -0.0008
Si -0.0004 -0.0011 0.0006
Si -0.0036 0.002 -0.0025
Si 0.0022 0.0016 0.0002
Si -0.0012 0.0005 0.0008
Si -0.0009 0.0013 -0.0031
Si 0.0005 0.0001 0.0013
Si -0.002 0.0012 0.0006
Si 0.0002 -0.0013 -0.0006
Si 0.0038 0.0009 0.0005
Si -0.0003 -0.0006 -0.0002
Si -0.0004 0 -0.0033
Si 0.0018 -0.0027 0.0034
Si -0.0011 0.001 0.0001
Si -0.0003 -0.0007 0.0001
Si 0.0012 -0.0024 0.0048
Si 0.0007 -0.0005 -0.0015
Si -0.0022 -0.002 0.0006
Si 0.0113 -0.0007 -0.0036
Si -0.0091 0.0013 0.0011
Si -0.0065 0.0093 -0.007
Si 0.002 0.0047 -0.0026
Si -0.0016 -0.0006 0.0002
Si -0.0023 0.004 -0.0071
Si -0.0084 -0.0032 0.0002
Si -0.0049 0.0022 -0.0082
Si 0.0041 0.0096 -0.0075
Si 0.0133 -0.0032 0.0035
Si -0.008 -0.0043 0.0166
Si 0.0016 -0.0038 -0.0124
Si 0.0037 -0.0067 0.0005
Si 0.007 -0.0009 -0.0018
Si 0.0004 -0.0068 0.0041
Si -0.0004 0.0059 -0.0054
Si 0.0042 -0.0008 -0.0004
Si -0.0038 0.003 0.0037
Si 0.0013 -0.001 -0.0095
Si -0.019 0.0143 0.0104
Si -0.0021 0.0072 -0.0094
Si -0.0036 -0.002 -0.0038
Si 0.0138 -0.0198 0.0059
Si 0.0093 -0.0056 -0.0137
Si -0.0084 0.0084 -0.0109
Si -0.0059 -0.0085 0.0042
Si -0.0029 -0.0025 -0.0132
Si 0.0102 -0.0136 -0.0073
Si 0.0022 0.0089 -0.0026
As 0.0017 0.0058 -0.0094
Si 0.0037 -0.0058 0.0018
Si 0.0062 0.0044 0.0284
Si -0.0019 0.0065 0.022
Si 0.0113 0.0019 0.0283
Si -0.0042 0.0001 0.0292
Si 0.0016 0.0037 0.0222
Si 0.0232 -0.0095 0.018
Si -0.0394 -0.0194 0.0458
Si -0.0013 -0.0059 0.0211
O -0.0013 -0.0007 0.0012
O -0.0008 -0.0011 0.0017
O 0.0003 -0.0008 0.0011
O 0.0015 -0.0022 0.0011
O 0.0001 -0.0098 -0.0082
O 0.0035 0.0013 -0.0056
O 0.0037 0.0225 -0.0121
O -0.0049 0.005 -0.0014
O -0.0082 0.0061 -0.0191
O -0.0004 0.0011 -0.0118
O -0.0007 0.008 -0.0226
O 0.0116 -0.0122 -0.0153
O -0.0075 0.0077 -0.0111
O 0.0043 -0.0095 -0.0164
O 0.0072 -0.01 -0.0135
O -0.017 0.0102 -0.0201
O 0.0051 -0.0047 0.0092
O -0.0047 0.0077 0.0121
O 0.0058 -0.0041 0.0105
O -0.0057 0.0059 0.0106
O -0.0047 0.0042 0.0084
O 0.0056 -0.0054 0.0124
O -0.0055 0.0052 0.0117
O 0.0061 -0.0057 0.0109
Si 0.0002 0.0002 -0.0023
Si 0.0001 0 0.007
Si -0.0001 0.0003 0.0058
Si 0.0004 0.0001 -0.0011
Si 0.0005 0.0003 -0.0055
Si 0.0004 -0.0003 0.0068
Si -0.0013 0.0006 -0.0115
Si -0.0005 -0.0008 0.0072
Si 0.0006 0 0.0068
Si -0.0007 0.0003 0.0084
Si -0.0011 0.0023 -0.0103
Si -0.0001 -0.0003 0.0035
Si -0.0021 0.0042 0.0122
Si 0.0002 -0.0013 -0.005
Si 0.0003 0.0006 -0.0062
Si -0.0027 0.0022 0.0173
Si 0.0003 0.0001 0.0038
Si 0.0005 0.0006 0.0025
Si -0.0003 0.0001 -0.0061
Si 0.0055 -0.0003 0.0157
Si -0.0002 -0.0001 -0.0005
Si -0.0002 0.0001 -0.0052
Si 0.0019 0.0011 0.0083
Si 0 -0.0006 -0.0057
Si 0.0012 0.0001 0.0075
Si 0.0002 0.0004 0.0073
Si -0.0003 0.0005 -0.001
Si 0.0001 -0.0036 -0.0119
Si -0.0002 -0.0003 -0.0036
Si 0.0057 0.0021 0.0142
Si 0 0 0.0067
Si 0.0005 -0.0003 0.0036
Si 0.0006 0.0006 0.0064
Si 0.0004 0.0009 0.0086
Si 0 0.0003 0.0039
Si 0 -0.0003 -0.006
Si 0.0003 -0.0023 -0.0097
Si 0.0005 -0.0002 -0.0004
O -0.0002 0 -0.0033
O -0.0007 0.0013 0.002
O -0.0002 -0.0007 -0.0007
O -0.0007 -0.0001 -0.0005
O 0.0002 -0.0002 -0.0026
O -0.0002 -0.0004 0.0013
O 0 -0.0002 -0.0028
O -0.0005 -0.0004 0.0005
O -0.001 -0.0007 0.0026
O 0 -0.0018 0.0016
O 0.0026 -0.0014 -0.0038
O 0 -0.0003 -0.0032
O 0.0006 -0.0004 -0.0009
O -0.0026 -0.0002 -0.006
O 0.0014 0.0015 0.005
O 0.0002 -0.0003 -0.0021
O 0 0.0001 0.0023
O 0.0001 0.0004 0.0013
O 0.0002 -0.0003 -0.0037
O 0 -0.0006 -0.0028
O 0.0002 -0.0016 0.0049
O -0.0005 0.0002 0.0018
O -0.0003 0 -0.0018
O 0 0.0002 0.0021
O -0.0001 -0.0002 0.0017
O -0.0003 -0.0002 -0.0013
O 0.0007 -0.001 0.0025
O -0.0018 -0.0008 -0.0067
O 0.0004 0.0008 0.0027
O -0.0003 -0.0002 -0.0038
O 0.0008 0.001 0.0055
O -0.0001 0.0005 -0.0059
O -0.0006 -0.0012 0.0054
O 0 0.0002 -0.0038
O 0.0007 0 -0.0039
O 0 0.0003 -0.0034
O 0.0002 0.0001 -0.0023
O 0.0001 -0.0007 -0.0042
O 0.0004 -0.0009 -0.0001
O 0.0002 0.0013 0.0038
O 0.0003 0 -0.003
O -0.0004 -0.0005 -0.0029
O 0.0008 0.0013 0.0055
O -0.0003 -0.0012 -0.0042
O -0.0002 0.001 -0.0036
O -0.0013 0 0.0025
O 0.0019 0.0012 -0.009
O 0.0001 0.0001 -0.0024
O -0.0006 0.0001 -0.0025
O 0.0002 -0.0003 0.0028
O -0.0004 0 -0.0038
O -0.0001 0.0002 0.0021
O 0.0002 0.0001 -0.0031
O -0.0003 -0.0001 -0.0005
O -0.0004 0.0001 -0.0009
O -0.0022 -0.0009 -0.004
O 0.0008 0.0006 -0.0032
O -0.0003 -0.0002 -0.0027
O -0.0013 0.0004 0.0054
O -0.0001 0.0008 -0.0003
O 0.0005 0 -0.0007
O -0.0005 -0.0023 0.0039
O 0.0014 -0.0004 0.0033
O -0.0002 -0.0004 -0.0035
O 0 -0.0001 -0.0026
O 0.0018 0.0004 -0.0063
O 0.0004 -0.0001 0.0013
O 0.0004 -0.0007 -0.0004

The program warned: the cutoff lies below the one the program advises for these potential files; the forces do not sum to zero within the program's tolerance; the exchange-correlation potential is rough where the density is thin.
